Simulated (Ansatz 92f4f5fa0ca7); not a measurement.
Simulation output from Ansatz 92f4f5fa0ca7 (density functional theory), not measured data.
Periodic cell of 223 atoms, Si132O90B1, from a study of silicon, its oxide and their interface. The atomic structure is a simulated model.
Doubt: the cutoff is far below the 930 eV that the study's wrapper takes by default for these files, so forces and energies are approximate.

Settings
functional: PBE
potential files: Ansatz PAW
basis: plane waves
wave-function cutoff: 580 eV
density cutoff ratio: 5
exchange-correlation grid ratio: 1
k mesh: 1 x 1 x 1, Gamma-centred
self-consistency stop: 5e-08 eV per atom in the density residual
occupations: fixed
spin: none
net charge: -1 e, with a uniform compensating background and no finite-size correction

Cell vectors (angstrom)
a  10.938  0  0
b  0  10.938  0
c  0  0  32.1988

Atoms and the computed forces on them: element, x, y, z (angstrom), force x, y, z (eV/angstrom)
Si  10.5834  0.2212  24.8849  -0.0004  -0.0012  -0.0771
Si  5.7385  10.6755  24.7571  -0.0182  0.014  -0.0475
Si  2.4796  2.9125  24.6607  0.005  -0.0058  -0.0607
Si  8.4229  2.4656  24.8444  -0.0108  0.0144  -0.0258
Si  0.276  5.1635  24.7712  -0.0178  0.0109  -0.0369
Si  5.1475  5.7498  24.7094  0.0218  -0.0054  -0.0544
Si  2.9307  8.0063  24.6167  -0.0076  0.022  -0.079
Si  7.9385  8.4345  24.7554  0.0073  -0.0078  -0.063
Si  1.3286  1.3778  26.0498  0.001  -0.0057  0.0315
Si  6.8411  1.3093  26.1338  0.0031  0.0029  0.0191
Si  4.0407  4.1061  26.0075  0.0075  -0.0109  0.0246
Si  9.6061  4.0609  26.0991  -0.0003  -0.005  0.0176
Si  1.3952  6.8254  26.0153  -0.0065  0.001  0.0155
Si  6.7643  6.8528  26.0418  0.0004  -0.0138  0.0227
Si  4.1017  9.533  26.0115  -0.0026  0.006  0.0188
Si  9.4616  9.5683  26.17  0.0081  -0.0022  0.0293
Si  2.727  -0.0107  27.3622  0.0007  0.0015  0.0337
Si  8.1536  -0.0173  27.5836  0.0098  0.0205  -0.0635
Si  0.0084  2.7154  27.5057  -0.0129  -0.0098  -0.0625
Si  5.4389  2.7425  27.3851  -0.003  0.005  0.0287
Si  2.7244  5.4681  27.4521  -0.0081  -0.0079  -0.0108
Si  8.1845  5.4712  27.3714  -0.0022  0.008  0.0288
Si  -0.0068  8.1787  27.3947  0.0018  0.0012  0.0322
Si  5.4381  8.2005  27.4686  0.0154  0.0105  -0.0326
Si  4.0778  1.3627  28.7674  -0.0154  0.0036  -0.026
Si  9.5749  1.3586  28.8658  0.0127  -0.0037  0.0636
Si  1.3603  4.1044  28.8322  0.0115  0.0239  0.0483
Si  6.8301  4.1017  28.7642  -0.0064  0.0076  -0.0299
Si  4.0975  6.8211  28.8242  0.0032  -0.0111  0.0412
Si  9.5538  6.821  28.7759  -0.0116  -0.007  -0.0231
Si  1.3672  9.5628  28.7628  0.0078  0.0028  -0.0318
Si  6.781  9.5481  28.882  -0.0438  -0.0258  0.075
Si  0.017  -0.0259  30.1841  -0.0125  0.0088  0.0024
Si  5.4168  0.0113  30.1979  0.0205  -0.0051  -0.0151
Si  2.731  2.7241  30.1744  0.0112  -0.0064  -0.0036
Si  8.193  2.7551  30.1752  -0.001  0.0022  -0.006
Si  -0.0255  5.4618  30.1752  0.0067  -0.0054  -0.0118
Si  5.4829  5.4586  30.1731  -0.0036  0.0002  -0.0012
Si  2.7282  8.2091  30.1614  -0.0038  -0.0016  -0.0009
Si  8.2022  8.1792  30.1855  -0.0002  0.005  -0.0015
Si  1.372  1.3541  31.5575  -0.0151  0.0118  -0.0083
Si  6.8264  1.3781  31.5243  -0.0053  -0.0122  0.0048
Si  4.112  4.089  31.5344  -0.0059  0.0072  -0.004
Si  9.5585  4.1046  31.5717  -0.0053  -0.0069  0.0009
Si  1.3561  6.8408  31.5102  0.0184  -0.0171  0.0052
Si  6.8444  6.8176  31.5656  -0.0007  0.0119  -0.0105
Si  4.0694  9.5717  31.5763  0.0009  -0.0023  0
Si  9.5771  9.5517  31.5463  0.0002  0.0097  -0.0032
Si  2.7089  -0.0051  0.7662  0.0065  0.0384  -0.0087
Si  8.1954  0.0088  0.687  0.0032  -0.0056  0.0055
Si  -0.0114  2.7112  0.7323  0.0449  -0.002  -0.0082
Si  5.4784  2.7339  0.7141  0.0034  0.0033  -0.0092
Si  2.7387  5.4833  0.6769  0.0017  0.0008  0.005
Si  8.2155  5.4786  0.763  -0.0375  0.0042  -0.009
Si  0.0184  8.1845  0.7075  -0.0169  0.0127  0.0026
Si  5.4844  8.2144  0.7278  0.0043  -0.0442  -0.0088
Si  4.1249  1.3691  2.0877  -0.0168  -0.0129  0.0237
Si  9.5777  1.3084  2.1014  -0.0283  -0.0162  0.035
Si  1.378  4.1194  2.0461  -0.0088  -0.0055  0.0331
Si  6.8402  4.087  2.0986  0.0296  0.0088  0.0115
Si  4.1087  6.8323  2.0737  -0.0215  0.0285  0.0019
Si  9.5715  6.8885  2.1098  0.0186  0.0083  0.0598
Si  1.3217  9.5625  2.1178  -0.0227  -0.0276  0.0375
Si  6.8714  9.5794  2.0909  0.0069  0.0506  0.0381
Si  -0.1838  -0.1989  3.5385  0.31  0.3458  -0.3864
Si  5.498  0.0118  3.4713  0.0249  0.0185  0.05
Si  2.7459  2.7542  3.4095  0.0268  0.0709  -0.1095
Si  8.1933  2.6852  3.4521  -0.0765  -0.0474  0.071
Si  0.0237  5.4886  3.4295  0.0323  0.0076  0.039
Si  5.4957  5.489  3.449  -0.0215  -0.0216  -0.0764
Si  2.752  8.2122  3.4492  0.0546  -0.0547  0.0501
Si  8.3608  8.3949  3.515  -0.1513  -0.1839  -0.3104
Si  1.34  1.298  4.6151  -0.0363  -0.0433  0.116
Si  6.8762  1.3118  4.9223  0.0918  -0.0149  -0.0503
Si  4.1302  4.108  4.8432  0.0352  -0.056  0.0015
Si  9.5815  4.0818  4.7531  0.0189  0.0224  -0.0583
Si  1.3649  6.8831  4.829  -0.0463  0.0281  -0.036
Si  6.9165  6.94  4.6958  -0.0117  -0.0158  0.161
Si  4.1381  9.5779  4.8477  -0.0259  0.0142  -0.0925
B  9.527  9.5876  4.6544  0.009  -0.2857  1.0699
Si  2.7424  0.0846  6.0913  -0.0463  -0.0279  -0.0275
Si  8.3676  -0.1999  6.0633  -0.0786  0.0604  -0.323
Si  0.0404  2.6652  6.0068  -0.0352  -0.0381  -0.1006
Si  5.4966  2.7221  6.3039  -0.036  0.013  0.0132
Si  2.7789  5.5288  6.2213  -0.0373  0.0171  -0.0586
Si  8.215  5.4962  6.0526  -0.0263  0.0491  -0.0217
Si  -0.1662  8.3701  5.9043  -0.1085  0.1165  -0.2897
Si  5.5686  8.2348  6.1891  0.0663  0.0011  -0.1107
Si  3.8207  1.5783  7.5925  0.0669  0.0334  0.105
Si  9.8142  1.1203  7.3544  0.0024  -0.0654  0.128
Si  1.6052  3.7942  7.2923  0.0261  -0.0047  0.1498
Si  6.6622  4.4518  7.4675  0.0073  -0.0643  0.0534
Si  4.4413  6.6847  7.5013  0.0118  -0.0044  0.2083
Si  9.4383  7.0287  7.3344  -0.1985  0.3056  0.1366
Si  1.0516  9.8844  7.2192  -0.0089  -0.0216  0.1421
Si  7.2052  9.2643  7.5872  0.3177  -0.1789  0.309
O  8.3257  8.0968  7.9153  -0.1015  -0.1355  -0.1087
O  2.7132  2.7545  7.9482  -0.0252  0.039  -0.0353
O  9.5182  1.3494  24.2882  0.0023  -0.0072  -0.0179
O  4.0465  6.8641  24.1285  -0.0085  0.0031  0.0123
O  0.0164  0.048  7.924  0.0915  0.0205  0.0057
O  5.5263  5.5351  8.0271  -0.0173  0.0257  -0.0453
O  6.8522  9.5685  24.2069  0.0024  -0.0033  -0.0015
O  1.3681  4.054  24.1784  0.0098  -0.0023  -0.0112
O  3.9712  7.5672  8.8552  -0.0263  -0.02  -0.0487
O  0.6894  4.2803  8.5701  -0.0026  0.0172  -0.0263
O  10.0167  6.3908  8.7608  0.0284  0.0054  -0.1051
O  1.8131  9.1555  8.4746  0.0047  -0.0477  -0.0287
O  7.5332  3.9755  8.8006  -0.0186  0.018  -0.0252
O  4.2118  0.9195  9.0822  -0.0278  0.0025  -0.0559
O  6.7795  9.6228  9.1684  0.0095  -0.0133  -0.2127
O  9.1168  1.8094  8.6948  0.0483  -0.0482  -0.0844
O  7.7145  3.1496  23.5247  0.0308  -0.0272  0.0204
O  10.5028  5.8375  23.4511  0.0267  -0.031  0.0198
O  5.0915  0.4265  23.4076  0.0279  -0.0315  0.0236
O  5.8595  5.0847  23.376  -0.0326  0.0358  0.0164
O  3.1078  2.2035  23.2874  -0.037  0.0305  0.029
O  2.2872  8.7283  23.2443  0.0401  -0.0361  0.0267
O  8.6221  7.7475  23.4121  -0.0379  0.031  0.0298
O  0.2148  10.3453  23.5869  -0.015  0.0175  0.0433
Si  4.3921  1.5666  22.4851  0.0055  -0.0076  -0.0079
Si  3.4957  7.9282  14.0084  0.0016  0.0018  -0.0286
Si  7.1148  0.9699  14.6409  -0.0085  -0.0035  -0.0261
Si  0.9363  9.3566  22.5372  -0.0193  0.0299  0.0062
Si  1.1543  4.2968  11.8808  0.0289  -0.0252  -0.0497
Si  6.2616  8.9696  15.2995  0.0076  0.0014  -0.0265
Si  0.6827  1.3501  12.3103  -0.0037  0.0016  -0.0619
Si  8.6184  4.9559  20.5193  0.0123  -0.0149  0.0121
Si  0.3803  5.6513  9.3663  -0.0059  0.0041  -0.0112
Si  5.094  3.1198  17.929  0.0035  0.0054  0.0152
Si  0.8652  3.7319  16.7305  0.0095  0.0023  -0.008
Si  10.3904  2.8439  19.2224  0.0016  -0.0041  0.0132
Si  5.2474  1.1965  10.3297  0.005  0.0182  -0.0417
Si  0.8804  0.1732  19.851  -0.0203  0.0159  0.0132
Si  6.6657  9.4803  10.7923  0.011  -0.0193  0.0476
Si  9.3389  9.6787  18.3077  -0.0035  -0.0113  0.0124
Si  9.4091  9.2478  12.5336  0.005  -0.0081  -0.05
Si  6.5715  3.8433  22.6034  0.0087  -0.0025  0.01
Si  2.485  8.0096  9.3767  -0.0749  0.108  -0.055
Si  10.5917  7.3654  17.0646  0.0003  0.0002  0.0019
Si  2.5089  6.2849  16.5541  -0.0019  -0.0033  0.0076
Si  10.1628  4.4824  14.1698  -0.0076  0.002  -0.0146
Si  6.1352  9.1889  18.5005  0.0103  -0.0123  0.0271
Si  7.9473  2.5748  9.5154  -0.0416  0.0002  0.0113
Si  8.883  2.132  12.4078  0.0038  -0.0062  -0.0422
Si  5.3375  6.2459  18.052  -0.001  0.0029  0.0229
Si  3.9218  0.5624  19.4746  0.0104  -0.0031  -0.006
Si  4.2485  3.8584  12.0295  -0.0006  0.0092  -0.0618
Si  5.5569  6.6219  12.0847  0.0012  -0.0162  -0.0605
Si  8.004  2.5012  17.2093  -0.003  0.003  -0.0002
Si  4.3493  2.4927  14.9429  0.0009  -0.0138  -0.0156
Si  1.5389  1.2005  15.2617  0.0093  -0.0062  -0.0129
Si  1.5931  9.4105  12.0148  -0.0194  0.0178  -0.0514
Si  8.0568  6.8561  13.8357  0.0019  0.0009  -0.0373
Si  10.3835  9.8299  15.4666  0.0016  -0.008  -0.01
Si  9.8078  7.0093  22.5708  0.0028  -0.0054  0.0071
Si  8.1101  5.4868  17.4139  -0.0001  0.0065  -0.0135
O  6.0624  7.9706  11.2289  0.0114  0.0292  0.0232
O  6.0241  9.2048  16.8832  -0.0006  -0.0007  0.0018
O  7.689  1.3604  13.1753  0.0125  0.0069  0.0142
O  0.8624  1.7291  13.8879  -0.0042  0.0024  0.0018
O  9.4393  6.2406  16.8836  -0.0054  -0.0063  0.0026
O  6.7816  6.2146  13.0761  -0.0096  0.0035  0.0246
O  5.1361  4.6594  18.5946  0.0001  -0.006  -0.0169
O  9.2162  2.1517  18.2689  0.0121  0.0011  -0.0047
O  2.3654  0.1007  19.0875  0  0  -0.0061
O  9.409  10.2278  16.7458  0.0005  0.0031  0.0048
O  2.7606  4.4687  11.6982  -0.0014  0.0057  0.0394
O  5.0653  10.3271  19.0975  -0.0119  0.0128  -0.0127
O  9.4164  3.2532  13.4369  -0.0019  -0.0084  0.02
O  0.4434  1.7626  19.9564  0.0069  -0.005  -0.0234
O  3.1512  1.3625  15.0482  0.001  0.0039  0.0112
O  8.1581  5.3886  19.0289  0.0067  -0.0054  0.0143
O  3.8894  6.5842  17.3745  -0.001  0.0002  -0.0087
O  4.5636  3.2799  16.3756  0.0011  -0.0016  0.0032
O  9.0516  5.6635  14.3094  0.007  -0.0048  0.0183
O  5.4551  2.7538  22.1463  -0.0001  0.0035  -0.0217
O  10.6443  4.1037  15.6692  -0.0026  0.002  -0.0073
O  0.3272  3.8624  18.2686  -0.0089  -0.0075  -0.0021
O  10.4244  10.5133  19.205  0.0174  0.0069  -0.0069
O  9.6603  10.0228  14.0044  0  -0.0011  0.0128
O  10.9026  8.1205  22.1013  -0.0029  -0.0042  -0.0224
O  1.1997  2.15  16.538  -0.0014  0.002  -0.0006
O  9.7223  3.7498  20.408  -0.0111  0.015  -0.0164
O  8.1197  4.0349  16.6884  0.0027  -0.0023  0.008
O  -0.0214  9.1008  11.871  0.0213  -0.005  0.0405
O  6.5741  2.4061  17.9942  0.0006  -0.0031  -0.0113
O  5.6031  10.7321  11.1658  0.008  0.0024  0.0101
O  7.7492  9.5915  18.8307  -0.0027  0.0019  -0.0197
O  10.0387  1.0072  12.0493  -0.0016  0.0033  0.0354
O  1.6604  6.6276  9.2804  -0.0258  0.0432  0.0216
O  0.6244  4.7673  13.361  0.0063  -0.0007  0.0168
O  5.6939  7.6274  18.9689  0.0009  0.0046  -0.0256
O  5.2177  5.0986  11.4956  0.0019  -0.006  0.0388
O  2.7286  6.9673  15.0924  0.0022  0.0046  -0.0013
O  0.946  2.7188  11.4914  0.0046  0.0073  0.0344
O  0.8709  10.6675  15.5591  -0.0007  0.0014  0.0049
O  2.4676  8.6431  10.882  0.0004  -0.0652  -0.0857
O  4.6595  2.4388  11.2755  0.0104  -0.0288  0.0195
O  4.2229  3.5318  13.6691  -0.0007  0.0092  0.0099
O  2.1745  4.6802  16.4653  -0.0016  -0.0009  0.0014
O  10.6939  8.2393  15.6815  0.002  0.0036  0.0069
O  6.9187  10.3031  14.6605  0.0011  0.0033  0.0177
O  2.3344  8.9336  13.4121  -0.0108  0.0058  0.0081
O  8.0257  1.5306  15.892  0.0006  -0.0012  0.0058
O  4.1543  7.0226  12.8288  0.0103  -0.01  0.0276
O  4.1719  2.0154  18.7248  -0.008  -0.0138  -0.003
O  7.287  4.4195  21.27  -0.0264  -0.0136  0.0025
O  8.425  2.8796  11.0472  -0.0181  -0.0049  -0.0152
O  1.1863  6.8728  17.3417  0.0038  0.0001  -0.0097
O  5.6549  1.6043  14.7249  0.0011  0.0011  0.016
O  8.1476  9.7499  11.5587  -0.0291  0.0038  0.015
O  9.2049  6.2834  21.2473  0.0147  0.0269  0.0014
O  8.9904  7.7165  12.8471  0.0027  0.0068  0.0267
O  1.6719  0.1187  11.9012  0.005  -0.0072  0.0364
O  6.6509  6.1602  17.058  0.0036  -0.0001  0.0001
O  7.3843  7.8032  15.0063  0.0022  -0.0058  0.0075
O  1.202  10.2922  21.2275  -0.0032  -0.037  0.027
O  10.0317  8.1998  18.3413  -0.0017  0.0041  -0.0095
O  3.9556  0.8522  21.0855  0.0107  0.0212  0.0272
O  0.2181  5.2249  10.9253  -0.0067  0.0457  -0.0405
O  6.6273  1.6407  9.5957  0.0322  0.0079  0.0338
O  4.7661  8.717  14.6821  -0.0047  -0.0027  0.0125

Results
free energy: -135250.440 eV
free energy less fixed offsets of B -154.04, O -568.88, Si -635.61 eV per atom: 3.320 eV

The program warned: the cutoff lies below the one the program advises for these potential files; the forces do not sum to zero within the program's tolerance; the exchange-correlation potential is rough where the density is thin.
